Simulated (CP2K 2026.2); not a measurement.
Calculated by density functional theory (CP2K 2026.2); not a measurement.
Periodic cell of 444 atoms, Si328O116, from a study of silicon, its oxide and their interface. The atomic structure is a simulated model.
Doubt: the forces sum to 2.00 eV/angstrom along one axis rather than to zero, so they err by at least 0.0045 eV/angstrom per atom on average; the grid cutoff is modest.

Settings
functional: PBE
method: Gaussian and plane waves
basis set: DZVP-MOLOPT-SR-GTH
pseudopotentials: GTH-PBE
grid cutoff: 350 Ry, relative cutoff 50 Ry
k points: Gamma only
occupations: fixed
spin: none
net charge: 0

Cell vectors (angstrom)
a 16.4025 0 0
b 0 16.4025 0
c 0 0 30.3426

Atoms: element, x, y, z (angstrom)
Si 16.2646 16.2206 29.8869
Si 2.3955 3.0425 30.2366
Si 0.0933 5.185 30.1887
Si 3.0827 7.8887 30.2061
Si 16.3641 10.6135 30.2325
Si 2.318 14.0534 30.1458
Si 5.9128 15.8366 30.3173
Si 8.9395 2.1195 30.1902
Si 5.2332 5.5591 30.3178
Si 8.1256 8.2846 0.412
Si 5.8852 10.3952 30.2401
Si 8.1315 13.6102 0.0622
Si 11.0212 16.1931 0.3476
Si 13.3903 2.6925 0.4911
Si 11.0917 4.9691 0.1217
Si 13.3592 8.4704 0.1765
Si 10.7754 10.4674 0.0245
Si 13.2186 14.0712 30.1054
Si 1.2167 1.3306 1.071
Si 4.0246 4.0435 1.3138
Si 1.3337 6.7879 1.146
Si 4.2035 9.4084 1.2752
Si 1.4254 12.1548 1.0656
Si 4.0678 14.9402 1.2117
Si 6.9906 1.2241 1.1157
Si 9.5405 3.8529 1.4389
Si 6.7935 6.6571 1.4131
Si 9.4594 9.5747 1.7354
Si 6.812 12.1287 1.3242
Si 9.5414 14.8475 1.5082
Si 12.2597 1.1588 1.7599
Si 15.0803 4.0188 1.4004
Si 12.2492 6.7116 1.3274
Si 15.0487 9.4652 1.4309
Si 12.1346 12.31 1.1165
Si 14.884 15.0388 1.1777
Si 0.0148 2.6215 2.6909
Si 2.6938 16.4013 2.5021
Si 0.0303 8.0818 2.6749
Si 2.6791 5.4398 2.6594
Si 16.3683 13.5731 2.4836
Si 2.7978 10.8733 2.555
Si 5.4938 2.6099 2.5277
Si 8.1753 16.3254 2.734
Si 5.468 8.0886 2.7566
Si 8.1342 5.2786 2.7354
Si 5.3783 13.5233 2.6238
Si 8.0915 10.967 2.9156
Si 10.881 2.6239 2.9037
Si 13.7471 16.2477 2.8643
Si 10.9015 8.0767 2.7938
Si 13.6952 5.4161 2.7112
Si 10.9262 13.5198 2.7877
Si 13.6067 10.9707 2.5891
Si 1.3565 4.0353 4.0451
Si 4.0867 1.3067 3.9348
Si 1.3948 9.5272 3.9647
Si 4.0419 6.7705 4.0937
Si 1.3396 14.9847 3.9039
Si 4.055 12.2074 4.0468
Si 6.7476 3.9493 4.056
Si 9.504 1.2495 4.2001
Si 6.7726 9.4922 4.1645
Si 9.5114 6.6976 4.1191
Si 6.7481 14.9382 4.0253
Si 9.541 12.2651 4.2071
Si 12.321 4.0602 4.1338
Si 15.0779 1.3044 4.1267
Si 12.3007 9.5426 4.0574
Si 15.051 6.7842 4.0855
Si 12.3004 14.9077 4.1354
Si 15.0137 12.288 3.9985
Si 0.0062 0.0213 10.9111
Si 2.7363 2.7451 10.9001
Si 16.3991 5.474 10.8945
Si 2.7205 8.2071 10.9001
Si 16.3887 10.9439 10.9025
Si 2.7267 13.6883 10.917
Si 5.4641 0.019 10.9077
Si 8.2056 2.7515 10.9014
Si 5.4665 5.4678 10.9027
Si 8.1893 8.1979 10.9134
Si 5.4541 10.945 10.9088
Si 8.1994 13.6843 10.8969
Si 10.9447 0.0144 10.8984
Si 13.6745 2.7458 10.9117
Si 10.9314 5.4652 10.9135
Si 13.6651 8.2113 10.9026
Si 10.9287 10.9371 10.8981
Si 13.6721 13.6917 10.8965
Si 1.3707 1.4034 12.2782
Si 4.1015 4.1147 12.2672
Si 1.3495 6.8494 12.2682
Si 4.0796 9.5805 12.2735
Si 1.3397 12.3262 12.2617
Si 4.0955 15.0746 12.2758
Si 6.8307 1.4079 12.2589
Si 9.5598 4.1146 12.2915
Si 6.8328 6.8257 12.2874
Si 9.5569 9.5822 12.2702
Si 6.827 12.3365 12.2651
Si 9.5757 15.0602 12.2609
Si 12.2921 1.3968 12.2868
Si 15.0344 4.131 12.2811
Si 12.2968 6.853 12.2668
Si 15.0094 9.5989 12.2692
Si 12.2874 12.3352 12.2458
Si 15.0104 15.0891 12.2705
Si 0.0151 2.7813 13.6497
Si 2.7665 0.074 13.6461
Si 16.3855 8.2392 13.6224
Si 2.7274 5.48 13.6225
Si 16.3874 13.7266 13.606
Si 2.7036 10.9649 13.6265
Si 5.4979 2.7918 13.6423
Si 8.2186 0.0598 13.5996
Si 5.4584 8.2098 13.6286
Si 8.2017 5.4736 13.6849
Si 5.4768 13.7252 13.6349
Si 8.2242 10.9988 13.6255
Si 10.9372 2.7733 13.6708
Si 13.6613 0.0547 13.6767
Si 10.9192 8.2095 13.6341
Si 13.6815 5.5236 13.646
Si 10.9651 13.7201 13.6364
Si 13.6347 10.9818 13.6205
Si 1.3877 4.1433 15.0312
Si 4.1541 1.4478 15.0198
Si 1.3256 9.6108 14.9975
Si 4.0798 6.8391 14.9922
Si 1.3656 15.1 14.9517
Si 4.0669 12.3648 14.9652
Si 6.8336 4.1207 15.0842
Si 9.5473 1.4058 15.0207
Si 6.8371 9.6175 14.9419
Si 9.5883 6.8412 15.0422
Si 6.859 15.1322 14.9704
Si 9.607 12.371 15.0091
Si 12.3138 4.1735 15.0149
Si 15.0428 1.4444 15.0291
Si 12.2576 9.6171 14.9763
Si 15.0342 6.9057 15.0237
Si 12.289 15.0925 15.0618
Si 14.9704 12.4067 14.9525
Si 0.0241 0.0405 16.345
Si 2.7856 2.7873 16.4073
Si 0.0576 5.5778 16.3786
Si 2.688 8.1982 16.338
Si 16.3107 11.0334 16.2736
Si 2.7478 13.7912 16.322
Si 5.5771 0.1327 16.3807
Si 8.202 2.7266 16.4664
Si 5.441 5.5201 16.422
Si 8.2237 8.2907 16.3119
Si 5.4324 10.9716 16.2665
Si 8.2847 13.8381 16.3148
Si 10.9074 0.0828 16.423
Si 13.7236 2.8895 16.3816
Si 10.9573 5.4834 16.4546
Si 13.6117 8.2797 16.3561
Si 10.9465 10.9776 16.397
Si 13.684 13.7453 16.442
Si 1.4474 1.3373 17.7158
Si 4.1008 4.1534 17.8775
Si 1.3618 6.9239 17.8272
Si 4.0716 9.5735 17.63
Si 1.2592 12.4485 17.5835
Si 4.1773 15.1871 17.6731
Si 6.913 1.3636 17.947
Si 9.573 4.0786 17.8579
Si 6.8052 7.0203 17.665
Si 9.5362 9.627 17.745
Si 6.8317 12.4363 17.4686
Si 9.5436 15.1621 17.8927
Si 12.2895 1.5519 17.655
Si 15.1369 4.2488 17.758
Si 12.3253 6.9167 17.8428
Si 14.9079 9.7438 17.6926
Si 12.3236 12.3196 17.784
Si 15.0312 15.2023 17.8032
Si 0.1457 2.8122 18.9513
Si 2.8417 16.3896 19.1826
Si 16.3426 8.4596 18.963
Si 2.75 5.6176 19.3318
Si 0.0244 13.7951 19.1565
Si 2.6624 11.0353 18.7637
Si 5.4707 2.6824 19.2931
Si 8.2445 0.0704 19.5735
Si 5.4719 8.3708 19.1165
Si 8.0728 5.5582 18.9365
Si 5.579 13.7845 18.872
Si 8.127 11.1447 18.8508
Si 11.0702 2.7608 19.2615
Si 13.6062 0.2832 19.0414
Si 10.8392 8.2628 19.2106
Si 13.9162 5.6713 19.2353
Si 11.0002 13.6868 19.1169
Si 13.6096 11.0402 19.3178
Si 1.6876 3.7851 20.4592
Si 3.9071 1.4875 20.7394
Si 1.0854 10.0945 20.2081
Si 4.4647 6.7818 20.5707
Si 1.8459 14.6698 20.5104
Si 4.005 12.4722 19.9305
Si 6.6251 4.4355 20.3761
Si 10.2266 1.101 20.8392
Si 6.3032 10.3964 20.1424
Si 9.6064 6.5034 20.4304
Si 7.0211 14.5633 20.6022
Si 9.3572 12.4781 20.3707
Si 12.2258 4.5903 20.4502
Si 15.1306 1.6042 20.327
Si 12.4218 9.3408 20.6023
Si 14.9965 7.4675 20.6146
Si 12.2589 15.2638 20.3238
Si 15.2476 12.3347 20.6276
Si 0.1548 16.2954 22.2944
Si 6.3438 6.1849 24.8273
Si 4.1894 0.0805 23.7393
Si 8.2418 5.0105 22.7371
Si 11.6746 1.7677 23.6693
Si 16.3208 2.8704 22.7068
Si 12.7936 4.4636 23.611
Si 0.5482 8.6894 22.6292
Si 14.2241 14.3491 22.7657
Si 10.2428 3.8907 24.9619
Si 1.7856 0.7567 25.9545
Si 4.9616 8.1219 23.2868
Si 7.4689 9.5965 22.896
Si 5.4233 13.9018 23.3951
Si 9.7558 14.7417 25.5577
Si 13.2486 2.6813 27.9895
Si 10.2882 3.6129 27.9396
Si 13.2806 10.7833 26.1851
Si 10.5655 11.9401 25.3664
Si 15.1382 0.5664 26.8053
Si 2.8548 14.5061 27.1253
Si 14.9428 12.4165 28.2818
Si 15.6855 10.3869 24.6257
Si 6.9313 15.7437 25.0521
Si 5.5206 5.22 27.4229
Si 6.0432 10.9272 27.2427
Si 12.7746 15.576 25.0779
Si 14.592 5.4094 27.6487
Si 10.3019 10.3714 22.6574
Si 0.5515 7.8612 25.3369
Si 3.6305 2.6609 27.3872
Si 5.237 16.3983 27.3009
Si 1.5622 9.2878 27.8755
Si 7.1381 7.9039 26.9326
Si 1.1072 12.0715 26.5175
Si 9.9097 8.3313 28.4664
Si 5.3697 10.9447 24.3737
Si 15.5366 4.9925 24.8786
Si 8.6461 12.7009 27.4993
Si 12.9048 7.9911 27.5682
O 14.2228 1.943 26.8882
O 1.0389 15.0545 29.7916
O 3.2854 2.4524 28.9654
O 4.7182 1.5108 26.9151
O 15.6345 5.7914 28.8609
O 1.2791 4.1419 29.5978
O 4.1081 6.6513 29.7275
O 2.7865 8.7348 28.7911
O 0.3296 9.6238 28.9172
O 1.344 8.0619 26.7607
O 16.3548 12.7412 27.494
O 2.97 13.8667 28.621
O 7.0376 14.7101 29.7706
O 5.2668 0.0065 28.9123
O 9.7363 4.143 26.4839
O 11.5423 4.8414 24.605
O 5.9172 4.7828 28.9577
O 9.0269 2.8333 28.6604
O 9.3618 7.5846 29.8317
O 10.1139 13.3768 24.6912
O 7.093 9.2778 29.8457
O 5.3443 10.9376 28.727
O 8.8841 12.8076 29.1177
O 7.1328 12.1525 27.2408
O 12.0473 15.2506 29.7193
O 11.2856 15.3467 25.812
O 13.696 1.9373 29.3793
O 13.5733 4.2674 28.1588
O 10.6251 4.9504 28.839
O 12.1992 3.7521 0.0956
O 13.7552 8.3285 28.9144
O 12.1172 9.529 0.1045
O 10.1062 9.9354 28.8743
O 9.579 11.6593 26.6401
O 13.9495 13.6708 28.6344
O 2.8794 2.7514 20.9797
O 15.4077 4.6546 26.4555
O 4.1507 0.8592 22.2902
O 15.7631 8.9863 25.4965
O 6.9637 10.5471 24.152
O 5.5104 5.5418 20.9734
O 7.6663 3.966 21.6101
O 1.4446 15.325 22.0077
O 2.9867 13.4529 20.877
O 4.9986 11.3346 20.6827
O 9.1047 4.2347 23.8636
O 10.7442 1.7559 22.3152
O 7.1636 10.3987 21.5338
O 10.897 5.5259 20.2325
O 9.07 6.2408 22.0132
O 6.0658 14.4194 21.9743
O 8.2944 13.5712 21.0208
O 9.9056 11.6085 21.6735
O 5.0296 12.3174 23.5384
O 12.5235 4.8377 22.0637
O 12.9276 2.8314 23.6499
O 14.9942 2.5575 21.7478
O 15.985 0.2473 20.8067
O 13.6437 8.3089 21.0968
O 11.653 9.6867 22.054
O 16.02 7.4753 21.983
O 1.6309 9.2584 21.5537
O 13.2528 14.8249 21.5515
O 10.9533 16.014 21.006
O 14.8553 12.9336 22.1846
O 0.1306 11.2966 20.8328
O 14.0211 15.9279 26.109
O 12.4077 0.3633 24.013
O 0.3554 11.5239 25.1516
O 6.5921 9.4266 26.9508
O 5.7892 0.3148 24.2841
O 4.0942 14.8411 23.6182
O 10.5777 10.8496 24.183
O 11.6259 2.6509 27.6899
O 0.5239 1.3474 23.0017
O 10.6513 2.3035 24.838
O 0.868 3.9417 21.9056
O 14.0995 5.2777 24.1449
O 15.9733 9.945 23.0912
O 0.0215 6.3694 24.9418
O 12.0599 11.8434 26.0141
O 15.4162 15.4348 23.0983
O 14.1666 11.2739 27.4434
O 14.1572 10.9123 24.8069
O 1.937 15.86 26.9698
O 15.6592 0.0882 28.3124
O 2.8605 0.5111 24.6749
O 7.3581 7.3327 25.4082
O 5.9697 6.8832 27.5697
O 6.1984 4.9709 25.9358
O 4.9201 6.9645 24.4707
O 9.0674 9.301 22.866
O 6.5308 14.2225 24.5807
O 8.617 15.7539 24.8591
O 4.5077 9.6295 23.826
O 10.0199 0.8634 29.8873
O 8.6849 8.0024 27.4437
O 6.5449 8.2525 22.8415
O 11.3189 7.7193 27.9004
O 9.0254 14.2078 26.9307
O 2.2615 2.2274 26.5508
O 0.106 0.8128 25.8634
O 4.3445 15.1105 26.7386
O 1.3949 8.2439 23.9762
O 1.8544 10.7425 27.1478
O 15.2977 11.7829 29.7338
O 6.7129 16.1363 26.631
O 4.101 7.5915 22.0025
O 6.907 5.5523 23.4708
O 5.0522 11.223 25.9606
O 16.129 3.6732 24.1249
O 13.309 14.304 24.154
O 13.7186 6.6641 27.0213
O 12.8881 9.2206 26.4748
O 4.1471 4.233 27.1587
O 2.2085 13.2659 26.2174
Si 0.0498 16.3211 5.4139
Si 2.7582 2.6781 5.3787
Si 0.0023 5.4054 5.4376
Si 2.7016 8.1876 5.426
Si 0.0038 10.8988 5.3481
Si 2.6873 13.6365 5.3507
Si 5.4048 16.3471 5.3812
Si 8.1358 2.6676 5.4827
Si 5.4297 5.3869 5.424
Si 8.1775 8.1237 5.4687
Si 5.4102 10.889 5.4741
Si 8.1453 13.6628 5.4758
Si 10.9352 16.3057 5.4847
Si 13.6901 2.6801 5.4665
Si 10.9308 5.4088 5.4896
Si 13.6855 8.1897 5.4264
Si 10.9336 10.8657 5.4825
Si 13.6945 13.5978 5.4751
Si 1.3895 1.3261 6.7675
Si 4.0712 4.048 6.7998
Si 1.349 6.8083 6.7887
Si 4.0512 9.5343 6.8281
Si 1.3423 12.2779 6.752
Si 4.0463 14.9927 6.7619
Si 6.7612 1.2993 6.8049
Si 9.5337 4.0474 6.8262
Si 6.79 6.769 6.8083
Si 9.5419 9.5123 6.8279
Si 6.786 12.2745 6.8195
Si 9.5333 14.9978 6.8488
Si 12.2998 1.32 6.8112
Si 15.0387 4.0676 6.821
Si 12.3038 6.8251 6.8067
Si 15.0542 9.5629 6.7793
Si 12.3029 12.2518 6.8277
Si 15.0588 15.0012 6.8016
Si 0.0229 2.7015 8.1553
Si 2.7297 16.3776 8.1616
Si 16.3988 8.1891 8.1573
Si 2.7234 5.4497 8.1582
Si 0.0109 13.6437 8.1656
Si 2.7009 10.9366 8.165
Si 5.4413 2.7029 8.174
Si 8.1702 16.3902 8.1842
Si 5.4421 8.1709 8.1723
Si 8.1836 5.4405 8.1798
Si 5.4274 13.6628 8.1664
Si 8.1755 10.911 8.1731
Si 10.9324 2.7013 8.1739
Si 13.6905 16.3818 8.1671
Si 10.9317 8.1755 8.1873
Si 13.6693 5.4556 8.1723
Si 10.9298 13.6364 8.1818
Si 13.6869 10.9104 8.1772
Si 1.3603 4.0933 9.5302
Si 4.0791 1.3522 9.539
Si 1.3445 9.5674 9.5347
Si 4.0797 6.8182 9.5417
Si 1.3564 15.0332 9.5391
Si 4.0699 12.3027 9.5424
Si 6.8135 4.0825 9.5348
Si 9.5521 1.3601 9.5403
Si 6.8068 9.5503 9.5425
Si 9.5523 6.8175 9.5468
Si 6.8037 15.0306 9.5405
Si 9.5465 12.2857 9.5374
Si 12.2925 4.0923 9.5372
Si 15.0404 1.3686 9.5358
Si 12.297 9.5622 9.5365
Si 15.0272 6.8377 9.5335
Si 12.2991 15.0342 9.526
Si 15.0317 12.3047 9.5367

Results
total energy: -85940.975 eV
total energy less fixed offsets of O -438.35, Si -107.03 eV per atom: 13.465 eV

Forces (eV/angstrom), in the order of the atoms: element, x, y, z
Si -0.193 0.1191 0.0893
Si 0.077 -0.0704 -0.143
Si -0.1916 -0.0131 -0.4431
Si 0.0065 -0.0062 -0.1321
Si -0.0168 0.0799 -0.0185
Si 0.2396 -0.2454 -0.3316
Si -0.1364 0.1231 -0.422
Si 0.0282 0.1316 -0.2928
Si 0.2101 -0.2682 -0.2026
Si -0.0237 -0.2832 -0.2398
Si -0.0218 0.278 -0.5361
Si 0.0049 -0.0814 -0.3292
Si 0.0874 -0.0801 -0.3527
Si -0.0959 -0.1103 -0.3316
Si -0.0616 0.114 -0.4252
Si -0.1028 -0.4201 -0.3478
Si 0.0518 -0.0139 -0.1568
Si -0.4243 0.1948 0.1646
Si -0.0573 0.1056 -0.3739
Si -0.0444 0.0567 -0.2118
Si 0.1142 -0.0764 -0.2189
Si 0.0886 -0.0077 -0.2241
Si -0.11 0.137 -0.1327
Si -0.0128 0.041 -0.0499
Si 0.1305 -0.1569 -0.206
Si -0.097 0.0037 -0.2194
Si -0.0904 0.1262 -0.3765
Si -0.012 -0.0262 -0.1362
Si 0.0116 -0.1543 -0.3459
Si -0.0319 -0.018 -0.2125
Si 0.05 0.0318 -0.1236
Si -0.0317 0.1286 -0.2879
Si -0.0664 0.0808 -0.3165
Si -0.1273 0.1083 -0.0793
Si -0.0669 -0.0827 -0.531
Si 0.114 -0.0591 -0.2878
Si 0.0761 -0.0691 0.0016
Si -0.0184 -0.0002 0.0195
Si 0.0318 -0.0287 0.0372
Si 0.0082 0.0907 0.0418
Si -0.0744 -0.0018 -0.1409
Si -0.081 -0.0228 -0.0986
Si 0.0966 -0.0486 -0.1577
Si 0.0185 0.0755 0.0322
Si 0.0263 -0.0102 0.1722
Si 0.2413 -0.0926 0.0312
Si -0.0755 0.0576 0.0685
Si 0.0638 0.0672 0.1447
Si 0.0618 0.1594 0.4308
Si 0.0864 -0.0799 0.1104
Si 0.1764 -0.1584 0.1305
Si -0.2023 0.0613 0.1232
Si 0.0771 -0.1114 -0.0871
Si -0.0895 -0.0242 0.0691
Si 0.0536 0.0168 -0.0719
Si -0.0863 -0.0342 0.0258
Si -0.0071 0.0204 -0.0032
Si -0.0361 0.0535 -0.1128
Si 0.0135 -0.0401 -0.2012
Si 0.1339 -0.0038 -0.0157
Si 0.0605 0.0758 0.0045
Si -0.0349 0.0773 -0.1461
Si -0.0163 -0.0351 -0.0716
Si 0.0832 0.0308 -0.1787
Si 0.018 0.0756 -0.1135
Si 0.0021 0.0088 0.0242
Si -0.0336 -0.0788 -0.153
Si -0.0082 -0.0161 -0.0023
Si 0.0202 -0.0241 -0.2324
Si -0.0389 -0.0749 -0.0367
Si 0.0873 -0.0548 0.0324
Si -0.0352 0.0078 -0.1936
Si -0.0498 -0.0001 -0.0015
Si -0.0211 -0.0158 0.0014
Si -0.0174 0.0072 -0.002
Si 0.0021 0.0054 -0.0003
Si -0.0142 -0.0014 -0.0115
Si 0.0027 -0.005 -0.0063
Si -0.0162 0.0136 0.0016
Si -0.0216 -0.0006 0.0029
Si -0.0181 -0.0048 0.0021
Si -0.0111 0.0305 0.0009
Si -0.005 -0.0168 -0.005
Si -0.0263 -0.0204 -0.0024
Si -0.0118 -0.0207 0.0118
Si 0.001 0.0053 0.0055
Si -0.0214 -0.0131 0.0171
Si -0.0513 -0.004 0.0044
Si -0.0142 0.0233 0.0068
Si -0.0263 -0.0235 0.0039
Si 0.0468 0.0436 -0.009
Si 0.0238 0.0177 -0.0006
Si -0.0086 -0.0121 -0.0028
Si 0.0087 0.0108 -0.0066
Si -0.0147 -0.0271 -0.0147
Si 0.0173 -0.0075 0.0068
Si 0.0673 -0.0058 -0.0108
Si 0.0086 0.0131 0.0245
Si -0.0225 0.0022 -0.0038
Si 0.025 -0.0202 -0.0078
Si 0.0424 0.0074 -0.0037
Si -0.0056 0.0018 0.0156
Si -0.0111 -0.013 0.004
Si 0.0089 0.009 -0.0063
Si 0.0419 0.0348 0.0038
Si 0.0354 0.0089 0.0107
Si 0.0084 -0.0123 -0.0056
Si 0.0381 0.0014 0.0018
Si -0.0393 0.002 0.0211
Si -0.0512 -0.0355 0.0145
Si -0.0131 0.0126 -0.0036
Si 0.0349 0.0155 -0.0348
Si 0.0089 -0.0396 -0.0072
Si 0.0238 0.0421 0.013
Si -0.0723 -0.0041 -0.0063
Si -0.0486 0.0176 -0.0258
Si 0.0245 -0.0026 0.0033
Si 0.0221 -0.0128 0.0355
Si -0.0061 -0.0306 0.0311
Si -0.0868 0.0088 0.0174
Si 0.0169 -0.0128 -0.0053
Si -0.018 -0.0024 0.0329
Si -0.0111 0.0173 -0.0021
Si -0.0532 -0.0324 -0.0065
Si -0.0006 -0.0395 0.0045
Si -0.0584 0.0472 -0.0318
Si 0.0073 -0.0354 0.0422
Si 0.0724 0.0671 0.004
Si -0.0475 -0.0307 0.0245
Si -0.0403 -0.0468 0.04
Si 0.023 0.0301 -0.0203
Si -0.0267 -0.011 -0.077
Si 0.0403 0.0329 0.0579
Si -0.0293 -0.0147 0.0483
Si 0.0324 0.0395 -0.0308
Si 0.0236 0.0208 -0.0065
Si 0.1017 0.0411 -0.0242
Si 0.0374 0.0154 0.0201
Si -0.0317 0.0855 -0.025
Si 0.0699 0.0102 -0.002
Si 0.0241 -0.0728 0.0131
Si 0.0122 0.0578 0.0422
Si -0.0059 -0.0142 0.0548
Si 0.0598 -0.0204 0.0228
Si -0.0635 0.0499 0.0919
Si 0.0067 0.0873 0.1188
Si -0.041 -0.0191 -0.0553
Si 0.1081 0.0872 -0.0394
Si -0.0204 0.0529 0.1227
Si -0.0275 -0.0121 0.1681
Si -0.1346 -0.1194 0.0589
Si 0.1624 0.063 0.0908
Si -0.055 0.0151 0.0695
Si -0.0535 -0.0454 -0.0192
Si 0.0925 -0.0631 0.0338
Si -0.1887 0.0447 -0.0134
Si -0.1093 -0.0341 -0.0146
Si 0.0362 -0.0301 -0.0446
Si 0.0596 -0.0442 0.3223
Si -0.0967 0.0245 0.2124
Si -0.0095 0.0102 -0.0227
Si -0.0361 0.0178 0.034
Si 0.105 -0.2493 -0.0105
Si -0.04 -0.0151 0.202
Si 0.1009 -0.0247 0.1837
Si -0.0007 -0.0778 -0.117
Si -0.1958 0.0422 -0.0382
Si -0.0041 0.0665 -0.2331
Si 0.0344 0.0205 0.2358
Si 0.0621 -0.0168 -0.3019
Si -0.0243 0.0645 -0.0629
Si 0.0934 -0.0577 0.0295
Si 0.1444 0.0938 -0.3209
Si 0.1365 -0.0626 0.2286
Si -0.0997 0.0021 -0.0183
Si -0.1647 0.0483 -0.0003
Si 0.0267 -0.0138 -0.1725
Si -0.1107 0.1462 -0.0266
Si 0.0227 0.0064 -0.0018
Si 0.265 -0.0996 0.0854
Si 0.0966 0.0784 0.0805
Si -0.1543 0.0469 0.3318
Si -0.0236 0.1024 0.2791
Si 0.0378 -0.2349 0.0563
Si -0.0391 0.0885 0.29
Si -0.2532 0.0894 0.3348
Si -0.0708 0.215 0.3015
Si -0.0706 -0.1172 0.0767
Si -0.0221 0.1397 0.2489
Si 0.0579 -0.0476 0.1776
Si 0.0097 0.0864 0.1847
Si -0.0914 0.1116 0.2684
Si 0.0317 0.0825 0.3539
Si 0.0349 -0.0642 0.1058
Si -0.1252 -0.1677 0.3069
Si -0.03 0.2037 0.3493
Si -0.2367 -0.0425 0.0765
Si 0.1874 -0.1299 0.2359
Si -0.048 0.0993 0.2725
Si 0.1434 -0.2717 0.1459
Si 0.3594 -0.184 0.0261
Si -0.0914 0.1346 0.3443
Si 0.4091 -0.3122 -0.0778
Si -0.0983 -0.0456 0.445
Si 0.0057 -0.089 -0.0881
Si 0.2754 0.164 0.033
Si -0.1845 -0.1347 0.4187
Si -0.2443 0.2227 0.099
Si -0.0484 -0.1547 0.3713
Si 0.071 -0.0779 0.1603
Si -0.0142 -0.1655 0.1157
Si 0.1699 0.0135 0.3801
Si 0.0359 0.0966 0.2343
Si 0.217 -0.0362 -0.0463
Si 0.096 -0.1036 0.1845
Si 0.0829 -0.0053 0.0701
Si 0.038 0.0415 0.1129
Si -0.0646 0.1644 0.1242
Si 0.0528 -0.065 0.2836
Si 0.0641 0.2008 0.2972
Si -0.0276 -0.2116 0.4066
Si -0.0865 0.1833 0.3289
Si -0.0088 -0.0242 0.3752
Si 0.0901 0.036 0.3241
Si -0.3427 -0.1386 0.2616
Si 0.1495 0.0089 0.036
Si 0.0735 -0.0074 0.0316
Si -0.1433 0.2427 0.3904
Si -0.1147 0.0368 0.3906
Si 0.1408 -0.1982 0.3212
Si 0.0258 0.0736 -0.2605
Si 0.1077 -0.1606 -0.3451
Si 0.0606 0.176 -0.2299
Si -0.2143 0.0556 -0.3765
Si 0.05 0.262 -0.1025
Si -0.0059 0.0194 -0.2423
Si -0.0804 0.0625 -0.4235
Si 0.0951 -0.1108 -0.3458
Si -0.0813 0.0157 0.1585
Si 0.2846 -0.0411 0.1443
Si 0.028 0.1622 -0.5425
Si 0.124 0.0326 -0.2282
Si -0.3172 0.0721 0.1434
Si 0.0814 -0.1073 -0.2823
Si 0 0.1006 0.2089
Si -0.2617 -0.1228 0.0362
Si -0.0254 0.2393 -0.4771
Si 0.1614 -0.1367 -0.248
Si -0.1264 0.0805 -0.4862
Si -0.0379 -0.0651 -0.3019
Si -0.1086 -0.0567 -0.4333
Si -0.1524 0.1325 -0.1577
Si -0.0472 -0.1231 -0.059
Si -0.023 0.2957 0.0014
Si 0.0168 0.0824 -0.5912
Si -0.0108 0.2148 -0.4002
O -0.1734 0.3642 0.0173
O 0.1856 -0.3721 0.0655
O -0.2948 0.1118 0.5936
O -0.0216 0.1657 -0.1773
O 0.3243 0.2113 0.5626
O 0.0211 -0.1081 0.3172
O -0.1337 0.209 0.5014
O 0.2867 -0.3345 0.5408
O -0.0293 0.3188 0.5153
O 0.2711 0.0365 0.2943
O -0.1748 0.0474 0.093
O 0.1142 -0.3412 0.647
O -0.2697 -0.0504 0.3031
O 0.2088 -0.086 0.3492
O 0.0524 -0.014 0.008
O -0.0699 0.2523 0.0618
O -0.3764 0.1247 0.7635
O -0.0648 -0.3949 0.4571
O -0.1547 0.048 0.3638
O -0.1156 -0.0997 0.0094
O -0.1187 0.1529 0.3912
O 0.0741 -0.1585 0.8717
O -0.0657 0.2728 0.7155
O -0.1138 -0.0433 -0.0831
O 0.1397 -0.1267 0.5529
O 0.1263 0.221 -0.072
O -0.1651 0.1191 0.3796
O 0.026 0.1803 -0.0135
O -0.0636 0.3103 0.5042
O 0.3562 0.1581 0.1036
O 0.2426 0.02 0.5294
O 0.3098 0.0912 -0.0255
O 0.0904 0.2704 0.4904
O -0.1555 -0.1543 0.0969
O -0.3309 0.1004 0.4298
O 0.0115 -0.0308 -0.2086
O -0.1596 -0.1111 0.2341
O 0.1007 0.1701 -0.7294
O -0.0168 -0.065 0.1243
O 0.2227 -0.1041 -0.0835
O 0.0436 0.0732 -0.1499
O -0.0573 -0.2588 -0.3707
O 0.0481 -0.1804 -0.1542
O -0.0524 0.1706 -0.2875
O 0.2561 -0.0738 -0.4999
O -0.05 0.028 -0.2289
O -0.2365 0.1716 -0.524
O 0.2198 0.1745 -0.1179
O 0.2053 -0.0404 0.0199
O -0.0604 0.146 -0.652
O 0.1775 0.4092 -0.425
O -0.1795 0.273 -0.5016
O 0.151 0.3242 -0.4287
O 0.0561 0.0123 -0.4581
O 0.115 0.0917 -0.5098
O -0.0721 -0.134 -0.0572
O -0.181 -0.199 -0.6063
O -0.21 0.1739 -0.0068
O 0.0337 -0.1017 -0.422
O 0.1101 -0.1342 -0.2381
O -0.3287 -0.1008 -0.3554
O -0.089 -0.0802 -0.2311
O -0.1874 0.1037 -0.0684
O -0.2226 0.286 -0.4432
O 0.2145 -0.3819 -0.6154
O -0.1238 -0.1537 -0.2942
O 0.1234 -0.1137 0.2536
O -0.195 0.0004 -0.1984
O -0.0557 0.1948 -0.1092
O -0.1333 -0.1513 0.2408
O -0.0484 0.3037 -0.2066
O -0.0693 0.1517 -0.3725
O 0.2354 -0.1537 -0.0955
O -0.0637 -0.1198 0.1328
O -0.1135 0.0302 0.1255
O 0.1742 0.0124 0.1165
O -0.1614 -0.0249 -0.2726
O -0.1091 0.1777 -0.177
O 0.04 -0.2435 -0.1515
O -0.1008 0.065 0.0956
O 0.0566 0.1574 0.3562
O 0.1238 0.3133 -0.0201
O 0.2553 0.0596 0.3942
O 0.1579 0.2141 -0.1924
O 0.1135 0.135 0.1132
O -0.0026 -0.1584 0.8647
O 0.0284 -0.0034 0.0145
O -0.064 0.1433 -0.0088
O 0.0115 0.0117 0.0059
O 0.0198 -0.1137 0.1781
O 0.0603 0.0072 -0.1816
O -0.1105 -0.0285 -0.3749
O -0.1263 -0.1327 0.0676
O 0.0016 -0.121 0.0639
O 0.0939 -0.0351 0.1019
O -0.2809 0.0287 0.3794
O 0.2672 0.1871 0.155
O 0.2968 0.0265 -0.1785
O -0.1809 -0.368 0.1522
O -0.0381 -0.1434 0.3267
O -0.1242 0.0334 0.0962
O -0.1722 -0.0168 0.0696
O 0.1404 0.0365 -0.2277
O -0.036 0.0541 -0.2854
O 0.3839 -0.0438 0.1061
O -0.0959 0.109 0.3585
O 0.0112 0.1453 0.1504
O -0.0878 -0.0093 -0.5366
O 0.1333 -0.0399 -0.1454
O -0.1672 -0.1623 0.0845
O 0.2478 -0.401 -0.3771
O 0.3584 -0.221 -0.2359
O 0.1235 -0.0963 0.211
O 0.1771 -0.0832 -0.031
O 0.0822 -0.0365 0.076
O 0.2321 -0.0954 0.0231
Si 0.0097 0.0381 -0.0223
Si 0.0561 0.093 -0.0501
Si -0.0598 -0.0318 -0.0341
Si 0.0727 -0.0268 -0.0343
Si -0.0281 0.0169 -0.0682
Si -0.0218 -0.0059 -0.0414
Si -0.0187 -0.0676 -0.0645
Si -0.0144 -0.0927 0.0156
Si -0.0491 -0.0283 -0.0257
Si -0.0168 -0.018 0.0297
Si -0.0551 -0.0296 0.0066
Si 0.0736 0.0216 -0.0121
Si -0.0135 0.0432 0.0416
Si -0.0299 0.0323 -0.0026
Si -0.0016 -0.0015 -0.0207
Si 0.0175 0.051 -0.0054
Si -0.0525 -0.0437 -0.0043
Si -0.0456 -0.0517 -0.0157
Si 0.023 -0.0796 0.017
Si 0.0099 0.009 0.0114
Si 0.006 0.0134 0.0247
Si 0.0125 0.0237 0.0356
Si -0.0027 0.0196 -0.0329
Si 0.0301 0.0224 -0.0162
Si 0.0489 0.0639 0.0087
Si 0.0563 0.0145 -0.0148
Si 0.0503 0.0383 -0.0214
Si 0.0695 -0.0293 0.0047
Si 0.0296 -0.0263 0.0037
Si -0.0142 0.0214 0.0139
Si 0.0181 0.0068 0.0166
Si 0.0139 -0.0228 0.0314
Si -0.0519 -0.007 -0.0314
Si -0.0196 -0.0555 -0.0223
Si 0.0502 -0.0234 0.0181
Si -0.0347 0.0191 0.0138
Si -0.0396 0.039 -0.0088
Si -0.0139 0.0273 -0.0008
Si -0.0089 0.0033 0.0042
Si -0.0044 -0.0043 -0.0091
Si -0.0264 -0.0073 -0.001
Si 0.0024 -0.0431 0.0068
Si -0.0184 -0.0242 0.01
Si 0.0178 -0.0065 0.0055
Si -0.0295 -0.0013 -0.0037
Si -0.0194 0.0007 0.0124
Si 0.0081 -0.0167 -0.0112
Si -0.0059 0.0006 -0.003
Si -0.0303 -0.0268 0.0143
Si -0.0195 0.0008 0.0089
Si -0.0127 0.0187 0.0169
Si -0.0087 -0.0049 0.0047
Si -0.0257 -0.0134 0.0025
Si -0.0613 0.0134 0.0041
Si 0.0212 0.0057 -0.0083
Si 0.0191 -0.0048 -0.0017
Si -0.0034 0.0061 -0.0071
Si 0.0325 0.0173 -0.0036
Si 0.0116 -0.0081 -0.0093
Si 0.0095 0.0148 -0.0052
Si 0.0477 0.0045 -0.0065
Si 0.002 0.0234 0.0148
Si 0.0143 -0.0107 -0.0018
Si 0.0299 0.0084 0.0107
Si 0.0408 0.0123 -0.0134
Si 0.0189 -0.0261 0.0066
Si -0.0106 0.0096 0.0018
Si 0.0209 -0.0086 0.0091
Si 0.034 -0.0122 -0.0022
Si 0.0013 0.007 -0.0035
Si 0.0107 0.0126 0.0002
Si 0.0141 -0.0023 -0.0118
